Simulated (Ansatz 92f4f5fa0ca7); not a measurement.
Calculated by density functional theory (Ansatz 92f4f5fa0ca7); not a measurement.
Periodic cell of 215 atoms, Si132O82B1, from a study of silicon, its oxide and their interface. The atomic structure is a simulated model.
Doubt: the cutoff is far below the 930 eV that the study's wrapper takes by default for these files, so forces and energies are approximate.
This geometry differs little from another in the collection (a relaxation step or a small displacement).

Settings: functional PBE; potential files Ansatz PAW; basis plane waves; wave-function cutoff 580 eV; density cutoff ratio 5; exchange-correlation grid ratio 1; k mesh 1 x 1 x 1, Gamma-centred; self-consistency stop 5e-08 eV per atom in the density residual; occupations fixed; spin none; net charge -1 e, with a uniform compensating background and no finite-size correction.

Cell vectors (angstrom)
a  10.938  0  0
b  0  10.938  0
c  0  0  31.5432

Atoms: element, x, y, z (angstrom)
Si  10.4347  0.5743  24.3621
Si  6.0424  10.4973  24.1728
Si  2.1303  3.2478  24.1032
Si  8.7049  2.2563  24.3309
Si  0.5017  5.0503  24.1875
Si  5.0516  5.892  24.2134
Si  3.3983  7.6482  24.183
Si  7.8293  8.825  24.0166
Si  1.3428  1.4796  25.4767
Si  6.9194  1.298  25.5195
Si  4.0263  4.1  25.3463
Si  9.6699  4.093  25.449
Si  1.4984  6.8137  25.3893
Si  6.8975  6.9424  25.2619
Si  4.2332  9.5265  25.3758
Si  9.5274  9.641  25.4571
Si  2.778  0.0072  26.6716
Si  8.2227  -0.0292  26.9677
Si  0.0196  2.765  26.9462
Si  5.4483  2.7329  26.6871
Si  2.7593  5.4371  26.8615
Si  8.2265  5.5223  26.6547
Si  0.0413  8.2114  26.6734
Si  5.56  8.1897  26.8267
Si  4.1098  1.3702  28.1032
Si  9.5933  1.3665  28.2654
Si  1.396  4.1198  28.2642
Si  6.8333  4.1328  28.049
Si  4.1578  6.8161  28.1767
Si  9.5976  6.8535  28.0796
Si  1.3888  9.5894  28.0767
Si  6.8539  9.5343  28.2715
Si  0.044  -0.0248  29.5645
Si  5.4449  0.0097  29.5218
Si  2.7718  2.7139  29.5631
Si  8.1675  2.7693  29.4987
Si  -0.0134  5.5092  29.5225
Si  5.5076  5.4403  29.542
Si  2.7511  8.2176  29.4741
Si  8.2628  8.1632  29.5693
Si  1.3991  1.3504  30.9344
Si  6.8151  1.3797  30.8693
Si  4.1284  4.0876  30.9436
Si  9.5505  4.1215  30.8585
Si  1.3756  6.8655  30.8614
Si  6.864  6.8088  30.9254
Si  4.0888  9.5768  30.8805
Si  9.6055  9.5498  30.9535
Si  2.7491  -0.0306  0.7623
Si  8.1541  -0.0024  0.7116
Si  -0.0288  2.7509  0.6846
Si  5.4742  2.6823  0.7651
Si  2.721  5.508  0.7146
Si  8.2207  5.4326  0.7486
Si  0.064  8.1864  0.7695
Si  5.4645  8.213  0.7058
Si  4.1344  1.2847  2.1528
Si  9.526  1.3801  2.0401
Si  1.3223  4.1339  2.058
Si  6.853  4.0502  2.1007
Si  4.0549  6.915  2.0968
Si  9.6074  6.8011  2.0893
Si  1.435  9.5295  2.1661
Si  6.7727  9.5908  2.1294
Si  -0.0404  -0.0056  3.3478
Si  5.3285  -0.1623  3.6745
Si  2.6865  2.7119  3.3436
Si  8.1769  2.6659  3.516
Si  0.0034  5.4755  3.5378
Si  5.4489  5.4824  3.3257
Si  2.8927  8.3377  3.6768
Si  8.2115  8.1849  3.3766
Si  1.3398  1.3131  4.694
Si  6.8045  1.266  4.9197
Si  4.0578  4.1185  4.6325
Si  9.5342  4.0571  4.8973
Si  1.3954  6.9012  4.9011
Si  6.7824  6.8506  4.6919
B  4.0877  9.5442  4.9237
Si  9.5686  9.5684  4.7357
Si  2.784  -0.1088  5.9691
Si  8.226  -0.1351  6.266
Si  -0.0061  2.6283  6.1778
Si  5.3781  2.7769  6.0665
Si  2.7503  5.4211  6.1386
Si  8.0765  5.4576  6.1458
Si  -0.01  8.2987  6.2268
Si  5.3942  8.2923  6.0077
Si  3.4784  1.8596  7.0966
Si  10.0582  0.8066  7.4383
Si  1.7956  3.6112  7.3128
Si  6.1937  4.5717  7.3443
Si  4.6387  6.3794  7.1809
Si  9.113  7.2194  7.2823
Si  0.9724  10.161  7.4386
Si  7.3084  8.887  7.4029
O  4.5844  6.6565  8.8255
O  1.4276  3.9439  8.9174
O  9.6861  6.5673  8.7121
O  1.3327  10.11  9.1013
O  6.084  4.2648  8.9985
O  3.6861  1.5677  8.7095
O  7.0799  8.9524  9.0794
O  9.6781  1.0752  9.048
O  8.2456  2.5455  22.7645
O  10.9939  5.541  22.6578
O  5.6155  0.0808  22.6555
O  5.2858  5.3915  22.6416
O  2.1547  2.8091  22.4878
O  3.3305  7.8627  22.5248
O  8.3811  8.7389  22.4288
O  -0.1576  11.2291  22.7715
Si  2.1447  2.9764  12.861
Si  8.6785  1.299  10.3041
Si  1.059  4.495  15.337
Si  7.5472  5.567  12.1813
Si  2.4174  8.1784  21.2237
Si  5.4215  7.779  12.4281
Si  9.2699  0.457  15.473
Si  2.9193  -0.0493  16.6497
Si  10.4492  1.1667  12.5731
Si  7.765  2.8265  21.2537
Si  9.1407  8.7841  14.4266
Si  1.4887  4.778  10.3079
Si  4.4802  9.4805  19.1406
Si  11.0749  6.0924  21.132
Si  6.6202  10.4443  14.8224
Si  5.3869  0.7253  21.1907
Si  2.3489  9.8252  10.3481
Si  0.4298  10.6369  21.4014
Si  5.8469  5.252  21.1368
Si  3.6609  7.0926  10.0597
Si  9.0381  5.6865  14.8293
Si  3.6574  4.0842  19.0877
Si  10.0281  3.6586  19.3266
Si  4.2627  8.6597  15.3269
Si  0.4526  1.9133  17.155
Si  6.7943  7.5311  19.2613
Si  5.2563  3.6191  16.7309
Si  7.7829  5.0117  17.5277
Si  6.6542  9.9109  10.3208
Si  4.3648  1.0626  10.0616
Si  -0.0321  9.0925  11.8685
Si  9.1023  8.63  20.9596
Si  4.5478  1.6649  14.5625
Si  2.4472  2.0901  21.0581
Si  6.3288  3.3507  10.3179
Si  3.43  5.9143  16.7169
Si  9.8769  6.5437  10.3109
O  0.1143  2.6183  18.5874
O  2.9328  9.6282  15.5672
O  10.8578  4.8043  20.1491
O  7.5654  2.3941  9.8819
O  10.9386  5.3544  10.7375
O  6.5935  6.7218  12.8469
O  10.3239  8.0652  10.751
O  7.6733  9.4594  13.9738
O  8.4337  6.2114  10.9861
O  5.3477  10.4853  20.077
O  2.1669  3.7587  11.4208
O  7.9781  8.5409  19.7704
O  6.2065  6.7304  20.5601
O  5.5034  2.7129  15.3984
O  1.3058  0.9306  20.7129
O  6.0664  9.0442  11.5949
O  4.6176  4.9846  16.1016
O  6.5956  3.8991  17.6237
O  10.5081  10.6678  11.8059
O  5.5801  0.4984  13.9774
O  8.0205  5.1086  15.9362
O  9.7437  9.8197  15.5499
O  -0.403  5.1471  15.1264
O  1.5729  6.8299  20.8169
O  1.5063  0.6346  17.1716
O  6.6002  1.7596  20.8266
O  0.9962  1.8047  12.8024
O  3.2418  5.4949  18.3121
O  9.5022  2.0065  11.5488
O  1.0127  3.1019  16.1881
O  8.5685  5.1237  13.3794
O  10.2848  8.5711  13.2829
O  1.4461  9.3996  21.6828
O  10.0764  9.9361  20.6254
O  3.1716  0.2324  10.8601
O  5.056  2.3874  10.7679
O  1.7323  4.1445  13.911
O  7.9248  10.8466  10.7846
O  9.1293  4.4621  18.2343
O  5.6423  9.4877  15.7448
O  5.5231  -0.0222  9.7378
O  3.5806  2.3067  13.3857
O  1.9753  5.6431  16.039
O  9.707  1.0692  14.0232
O  4.4121  6.9248  11.4895
O  4.752  4.4962  20.21
O  9.9557  1.3319  16.6394
O  6.6862  4.3002  11.613
O  5.5853  8.4033  18.5864
O  9.0716  2.7353  20.2775
O  3.6088  1.1266  15.7763
O  4.2173  3.0775  17.8986
O  9.9211  7.218  20.904
O  3.3704  8.6769  9.8215
O  3.9364  7.4202  16.3486
O  7.6351  0.4753  15.6832
O  8.9284  7.3019  15.0233
O  3.9339  1.4444  21.1551
O  1.5902  9.1597  11.6613
O  2.346  6.1493  10.1235
O  7.3453  6.4524  18.1618
O  7.2096  4.3569  21.1282
O  4.5511  8.2314  13.7634
O  3.3325  8.6557  19.9648
O  2.4951  3.239  19.8744
O  3.7393  10.3528  17.9668

Results
free energy: -130699.910 eV
free energy less fixed offsets of B -154.04, O -568.88, Si -635.61 eV per atom: 2.810 eV

Forces (eV/angstrom), in the order of the atoms: element, x, y, z
Si  0.0103  -0.0096  -0.0259
Si  -0.011  0.0119  -0.0259
Si  0.0045  -0.0125  -0.0319
Si  -0.0134  0.009  -0.0278
Si  -0.0124  0.0092  -0.0256
Si  0.0064  -0.0136  -0.0295
Si  -0.0063  0.008  -0.0277
Si  0.0087  -0.0041  -0.0315
Si  0.0039  -0.0066  -0.0078
Si  -0.0046  0.0051  -0.0101
Si  0.0002  -0.0009  -0.0026
Si  -0.002  0.0045  -0.0081
Si  -0.0031  0.0017  -0.0043
Si  0.0023  -0.0006  0.0014
Si  0.0006  0.002  -0.001
Si  0.0065  -0.0043  -0.0095
Si  -0.0012  -0.0029  0.0119
Si  -0.001  -0.0001  0.0127
Si  -0.0013  0.0018  0.0082
Si  0.0024  0.0012  0.0093
Si  0.0065  0.0036  0.008
Si  -0.0038  -0.0024  0.0108
Si  -0.001  -0.0021  0.0101
Si  -0.0038  -0.0039  0.0062
Si  -0.0001  -0.004  -0.0079
Si  0.0013  0.0027  0.0148
Si  -0.0054  0.0049  0.0171
Si  -0.0012  0.0091  -0.0159
Si  0.0124  -0.0048  -0.0075
Si  0.0026  -0.0006  -0.0129
Si  0.0066  0.0035  -0.0149
Si  0.0043  -0.0032  0.0154
Si  -0.0077  0.0036  0.0026
Si  0.0059  -0.0035  -0.0034
Si  -0.002  0.0067  0.0021
Si  0.0099  -0.0097  0.0029
Si  0.0085  -0.008  -0.0019
Si  -0.01  0.0061  0.0027
Si  -0.0021  -0.0021  0.0078
Si  -0.0091  0.0117  0.0004
Si  0.0023  0.0002  -0.002
Si  -0.0051  0.0003  -0.0029
Si  0.0087  -0.0016  -0.0067
Si  -0.0036  0.0034  -0.0009
Si  -0.0047  0.0023  -0.0009
Si  0.0055  -0.0048  -0.0006
Si  -0.0014  0.0034  0.002
Si  0.0032  -0.0015  -0.0082
Si  0.005  -0.0016  0.0094
Si  -0.0035  -0.0016  0.0054
Si  -0.0016  0.002  -0.0007
Si  -0.0086  -0.0077  0.008
Si  -0.0014  0.0072  0.0045
Si  0.0034  0.0018  -0.0005
Si  0.007  -0.0021  0.0043
Si  -0.0047  0.0032  0.0067
Si  0.0016  0.0043  -0.0147
Si  0.0081  -0.0099  0.0025
Si  0.0079  -0.0056  -0.0011
Si  -0.0073  0.0041  -0.01
Si  0.0246  -0.0062  0
Si  -0.0054  0.0042  -0.003
Si  -0.0012  0.0084  -0.0119
Si  0.0027  0.0021  -0.0123
Si  0.0097  -0.0003  -0.0184
Si  -0.1744  -0.1633  0.1379
Si  0.0094  -0.0095  -0.0155
Si  -0.0051  -0.01  0.0269
Si  -0.0041  0.0071  0.0267
Si  -0.0136  0.0231  -0.0254
Si  -0.0323  -0.0192  0.0107
Si  -0.0002  -0.0037  -0.0055
Si  -0.006  0.0122  -0.0091
Si  0.0148  0.0124  0.0098
Si  -0.0088  -0.0082  0.0049
Si  0.0059  0.0077  -0.0279
Si  -0.0088  -0.0057  -0.0119
Si  0.0053  -0.002  -0.0096
B  0.2038  0.1914  -0.2789
Si  -0.0114  -0.0048  0.0108
Si  -0.078  0.0099  0.0597
Si  -0.0041  0.0091  -0.0092
Si  -0.0013  -0.0191  0.0045
Si  0.0359  -0.0023  -0.0077
Si  -0.0137  -0.0033  -0.0036
Si  -0.0009  0.0123  -0.0004
Si  0.0094  0.0033  -0.0106
Si  0.0415  -0.0575  0.0658
Si  -0.0019  -0.0063  0.0564
Si  -0.0175  0.0014  0.0452
Si  -0.0044  0.0079  0.0413
Si  -0.0114  -0.0166  0.0463
Si  0.009  0.0218  0.0505
Si  0.0143  -0.0137  0.0418
Si  0.0233  0.0134  0.0579
Si  -0.0171  0.0038  0.0485
O  0.0179  -0.0174  -0.0483
O  0.0061  -0.0239  -0.0621
O  -0.0145  0.0154  -0.0543
O  -0.0215  0.0062  -0.0515
O  -0.0013  0.019  -0.0562
O  -0.0055  0.0119  -0.0386
O  0.0156  -0.0139  -0.0497
O  0.0187  -0.009  -0.0486
O  0.0144  -0.0101  0.0381
O  0.0077  -0.0155  0.037
O  0.0119  -0.0172  0.0351
O  -0.0128  0.0109  0.04
O  -0.0057  0.0183  0.0426
O  0.0133  -0.0091  0.0368
O  -0.0183  0.0045  0.041
O  -0.0147  0.0142  0.0369
Si  0.0025  -0.01  0.0092
Si  -0.0086  0.0088  0.0269
Si  -0.0023  0.0017  0.0017
Si  0.0013  0.0069  0.0036
Si  -0.0057  0.0057  -0.0143
Si  0.0015  -0.0005  0.0059
Si  -0.0061  -0.0019  0.0043
Si  -0.0049  0.0006  -0.0071
Si  0.0102  -0.0036  0.0059
Si  -0.0003  0.0076  -0.0169
Si  -0.0124  0.0025  0.0002
Si  0.0086  0.0035  0.035
Si  -0.0014  0.002  -0.0034
Si  -0.0004  0.0015  -0.0166
Si  0.001  0.0035  -0.0071
Si  -0.0081  0.0034  -0.0141
Si  0.0033  -0.0077  0.0221
Si  0.0102  -0.0087  -0.0085
Si  0.0044  -0.001  -0.0225
Si  -0.0114  0.0016  0.0296
Si  0.0063  0.0038  0.0034
Si  -0.0015  0.0062  -0.0079
Si  0.0017  -0.0036  -0.0033
Si  -0.0049  0.006  0.006
Si  0.0024  -0.0033  -0.0025
Si  -0.003  -0.0035  -0.0013
Si  -0.0004  0.0014  -0.0003
Si  -0.0046  -0.0063  0.0029
Si  -0.0084  0.0085  0.0266
Si  0.0143  -0.0045  0.0159
Si  -0.0111  0.0154  0.005
Si  0.0047  -0.0049  -0.0147
Si  0.0046  -0.0039  0.0006
Si  0.0083  -0.0036  -0.0174
Si  0.0128  -0.0126  0.0287
Si  -0.0001  -0.0006  -0.0022
Si  -0.0056  0.0036  0.0353
O  -0.0052  0.0058  0.0013
O  0.0026  -0.0027  0.0052
O  0.0049  0.0133  0.0053
O  -0.0013  0.0036  0.0052
O  0.0034  0.0008  -0.0014
O  0.0008  -0.0008  0.0008
O  -0.0032  -0.0144  -0.0038
O  0.002  -0.0035  0.0055
O  0.0166  0.0049  -0.0069
O  0.0032  0.0124  0.006
O  -0.0081  0.0197  -0.018
O  0.0108  0.0032  0.0046
O  -0.0042  -0.009  0.0028
O  0  -0.0014  0.0022
O  -0.0038  -0.0037  -0.0007
O  0.0086  0.0165  -0.017
O  -0.0012  0.0003  0.003
O  0.0026  0.0023  -0.0035
O  0.0038  -0.0119  0.0067
O  -0.0009  -0.0009  0.0066
O  0.0003  0.0008  0.0007
O  0.002  -0.0023  -0.0016
O  -0.0019  0.0008  0.0027
O  -0.0006  0.0008  -0.0028
O  -0.0021  0.001  -0.0005
O  0.0012  -0.0006  -0.0021
O  -0.0062  -0.0025  0.006
O  0.0018  -0.0044  0.0024
O  -0.0175  -0.0033  -0.0142
O  -0.0001  0.0015  -0.001
O  -0.0105  0.0001  -0.0088
O  0.0125  0.0003  -0.0109
O  -0.0016  0.002  -0.0064
O  0.002  0.0014  -0.0017
O  0.0088  0.0047  -0.0049
O  -0.0053  -0.0122  -0.012
O  0.0022  -0.0059  -0.0036
O  -0.0072  0  -0.0049
O  0.0062  -0.0043  0.0024
O  -0.0019  -0.0028  0.0002
O  -0.0117  0.0108  0.003
O  -0.01  0.0054  -0.0012
O  -0.0008  -0.0032  -0.0013
O  0.0086  0.0052  -0.0139
O  -0.0112  -0.0006  -0.0118
O  0.0125  0.0062  0.0077
O  0.0006  -0.0007  -0.0036
O  -0.008  -0.0174  -0.0125
O  0.0002  0.0002  -0.0006
O  -0.0123  -0.0033  0.0048
O  0.0015  0.0037  0.001
O  -0.004  -0.0005  0.0039
O  0.0005  0.0006  -0.0041
O  0.0005  -0.0005  0.0037
O  0.0016  0.0026  -0.0013
O  0.0013  0.0005  0.0015
O  0.0013  0.0014  -0.0014
O  0.0029  -0.0006  -0.0047
O  0.0048  0.0078  -0.0072
O  0.0027  0.0014  0.0025
O  -0.0028  0.0095  0.0032
O  -0.0003  -0.0058  -0.0031
O  0.0062  -0.0054  -0.012
O  -0.0103  -0.0069  0.0066
O  -0.0049  -0.012  0.007
O  0.007  -0.006  0.0077

The program warned: the cutoff lies below the one the program advises for these potential files; the forces do not sum to zero within the program's tolerance; the exchange-correlation potential is rough where the density is thin.
